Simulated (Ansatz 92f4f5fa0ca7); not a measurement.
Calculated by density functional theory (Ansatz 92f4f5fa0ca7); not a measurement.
Periodic cell of 226 atoms, Si132O92As2, from a study of silicon, its oxide and their interface. The atomic structure is a simulated model.
Doubt: the cutoff is far below the 930 eV that the study's wrapper takes by default for these files, so forces and energies are approximate.
This geometry differs little from another in the collection (a relaxation step or a small displacement).

Settings: functional PBE; potential files Ansatz PAW; basis plane waves; wave-function cutoff 580 eV; density cutoff ratio 5; exchange-correlation grid ratio 1; k mesh 1 x 1 x 1, Gamma-centred; self-consistency stop 5e-08 eV per atom in the density residual; occupations fixed; spin none; net charge 0.

Cell vectors (angstrom)
a 10.938 0 0
b 0 10.938 0
c 0 0 31.9494

Atoms and the computed forces on them: element, x, y, z (angstrom), force x, y, z (eV/angstrom)
As 10.7002 -0.0681 24.0003 -0.129 0.2336 -0.0434
Si 5.0445 0.1765 24.6465 0.0046 -0.0602 -0.0063
Si 2.7896 2.3919 24.6175 0.0412 -0.1535 -0.0772
Si 8.501 2.4425 24.5076 -0.0781 0.0535 0.0423
Si 10.6865 5.6004 24.3215 0.0099 -0.0128 0.0587
Si 5.1591 5.6432 24.4407 -0.0273 -0.0019 -0.0527
Si 2.9512 7.956 24.3936 -0.0352 0.0162 -0.036
Si 8.425 7.8774 24.4167 -0.0072 -0.0348 -0.0818
As 1.3196 1.2282 26.0755 -0.0853 -0.0806 -0.3258
Si 6.7756 1.3809 25.7444 0.0017 0.0122 -0.0335
Si 3.9949 4.0723 25.7762 0.0159 0.0233 -0.0196
Si 9.6958 3.9974 25.8129 0.0074 -0.0423 0.0126
Si 1.3204 6.8097 25.673 -0.0302 -0.0449 -0.0328
Si 6.8178 6.7443 25.7499 0.0594 0.0327 -0.0095
Si 3.9927 9.4944 25.9176 -0.0187 -0.0134 0.0615
Si 9.5277 9.5279 25.7271 0.0423 -0.0012 -0.0442
Si 2.747 -0.1059 27.396 -0.0755 0.0061 0.0122
Si 8.1587 -0.0143 27.1006 0.0374 -0.0444 -0.0358
Si 0.0644 2.7824 27.3388 -0.027 -0.0172 0.0164
Si 5.4535 2.7599 27.141 -0.0096 -0.0051 -0.004
Si 2.6638 5.4705 27.1335 -0.0167 -0.0032 -0.0137
Si 8.2133 5.3775 27.1162 -0.001 -0.0295 -0.0246
Si 0.0152 8.2086 27.0979 -0.0557 0.0566 -0.0153
Si 5.5132 8.1739 27.1612 -0.0063 0.0021 -0.0012
Si 4.1429 1.3736 28.5592 0.0239 -0.0294 0.0642
Si 9.5366 1.3462 28.5165 0.0145 0.0524 0.028
Si 1.4162 4.1478 28.633 -0.0522 0.0317 -0.0258
Si 6.828 4.0941 28.5322 0.0135 0.0014 0.001
Si 4.0967 6.8176 28.4899 0.0101 0.0333 0.0309
Si 9.5645 6.8205 28.4565 -0.0056 -0.0159 0.0162
Si 1.2978 9.5016 28.6306 0.067 0.0392 -0.0824
Si 6.8557 9.5599 28.5344 -0.0202 0.0046 -0.0544
Si -0.0338 0.0057 29.9198 -0.0237 0.0113 -0.0153
Si 5.4914 -0.0119 29.9078 0.0188 0.0234 0.0204
Si 2.7614 2.7272 29.9255 -0.0026 -0.0526 -0.0061
Si 8.1891 2.7278 29.8957 0.0134 0.0094 -0.002
Si -0.023 5.4968 29.9056 0.0224 0.0335 0.0143
Si 5.4592 5.4682 29.8889 0.0068 0.0043 -0.0038
Si 2.7463 8.1708 29.9112 0.0284 -0.0206 -0.0084
Si 8.2231 8.1874 29.8783 -0.0007 -0.03 -0.0009
Si 1.3673 1.3673 31.2657 0.0454 0.0556 -0.0048
Si 6.8362 1.3673 31.2657 0.1188 -0.0042 0.1417
Si 4.1018 4.1018 31.2657 0.1534 0.0042 0.1577
Si 9.5708 4.1018 31.2657 -0.1234 -0.0683 -0.0746
Si 1.3673 6.8362 31.2657 0.0108 -0.0291 0.181
Si 6.8362 6.8362 31.2657 0.0621 0.0365 -0.1571
Si 4.1018 9.5708 31.2657 0.0137 -0.0525 -0.0298
Si 9.5708 9.5708 31.2657 -0.1921 -0.1665 0.1139
Si 2.7345 0 0.6835 0.0172 0.0632 0.0038
Si 8.2035 0 0.6835 -0.0061 0.0843 -0.1187
Si 0 2.7345 0.6835 0.0648 0.0989 0.0233
Si 5.469 2.7345 0.6835 -0.009 0.0985 0.0952
Si 2.7345 5.469 0.6835 -0.0631 -0.0242 -0.0745
Si 8.2035 5.469 0.6835 -0.0031 0.1005 -0.0255
Si 0 8.2035 0.6835 0.069 0.1169 0.1321
Si 5.469 8.2035 0.6835 0.0486 0.1243 0.0746
Si 4.0951 1.3788 2.0612 -0.0033 0.0043 0.0011
Si 9.5944 1.3473 2.0411 0.0183 -0.0128 -0.0056
Si 1.3506 4.1376 2.0529 -0.0277 0.003 0.0017
Si 6.8261 4.1344 2.0439 -0.0269 0.0048 -0.0202
Si 4.0882 6.8452 2.0418 0.0006 0.021 -0.0069
Si 9.5725 6.8392 2.0622 0.0094 -0.005 -0.003
Si 1.3575 9.6044 2.0543 -0.0316 -0.0123 -0.0099
Si 6.8287 9.613 2.0447 -0.0466 -0.0018 -0.004
Si 0.0276 0.0333 3.4743 0.0048 0.009 -0.0329
Si 5.4779 0.0341 3.4484 0.0109 0.0149 -0.0232
Si 2.7059 2.7664 3.396 0.04 -0.0013 0.0115
Si 8.2527 2.7764 3.3295 -0.0261 -0.0066 0.0665
Si 0.0235 5.5142 3.4742 -0.0085 -0.0029 -0.0394
Si 5.4672 5.5224 3.4244 0.0221 -0.0134 -0.0049
Si 2.7289 8.2368 3.3887 0.0192 -0.0006 0.0176
Si 8.2387 8.2857 3.378 -0.0088 -0.0429 0.0216
Si 1.3717 1.4516 4.8408 0.018 0.0123 0.0169
Si 6.9065 1.4709 4.7174 0.0182 0.0191 -0.012
Si 4.052 4.1486 4.7467 0.0029 -0.0073 -0.0089
Si 9.5942 4.0748 4.7727 0.0031 -0.0023 -0.0048
Si 1.3622 6.9701 4.8346 0.0162 0.0111 0.002
Si 6.8367 6.9851 4.7225 0.0176 0.0165 -0.0092
Si 4.0883 9.5675 4.7798 0.0039 -0.006 -0.0024
Si 9.618 9.5731 4.8316 0.0034 0.001 0.0055
Si 2.7574 0.0312 6.1267 -0.0097 -0.0129 0.0017
Si 8.2935 0.1159 6.0783 -0.007 0.0055 -0.0067
Si 0.0125 2.7951 6.297 -0.0091 -0.0029 0.0011
Si 5.5078 2.8343 6.0536 -0.0008 -0.0025 -0.0096
Si 2.7513 5.5889 6.125 -0.0052 -0.0088 -0.0044
Si 8.2521 5.5938 5.9483 -0.0051 -0.0008 -0.0061
Si 0.0459 8.3033 6.3602 -0.0005 -0.0042 0.0009
Si 5.4967 8.3 6.2106 -0.0019 -0.0048 -0.0023
Si 4.4244 1.1757 7.31 0.0025 -0.0012 0.0231
Si 9.8094 1.1416 7.6077 0.0065 -0.0057 0.0229
Si 1.1759 4.4994 7.489 0.0011 0.011 0.0314
Si 6.6352 4.5363 7.2288 -0.0015 -0.0049 0.02
Si 4.323 6.6997 7.522 0.0017 -0.0077 0.0327
Si 9.7306 6.6091 7.4875 -0.0012 -0.0054 0.0285
Si 1.2799 9.9356 7.6898 0.0024 0.0057 0.0316
Si 6.7202 9.9627 7.3965 -0.0029 -0.0019 0.0316
O 9.2415 1.1852 23.7496 0.2304 -0.1584 0.0984
O 4.1018 6.8338 23.9679 0.0245 -0.0154 0.0053
O 3.9111 1.2803 24.113 -0.0178 0.0201 -0.0127
O 9.4919 6.6885 23.918 -0.0314 0.0716 -0.0202
O -0.0243 5.5439 8.0035 0.0011 -0.004 -0.0187
O 5.5743 0.1259 7.8996 -0.0042 -0.002 -0.0198
O 0.0717 0.0841 8.1348 -0.0029 0.0033 -0.0185
O 5.5324 5.6075 7.866 -0.0082 0.0081 -0.0176
O 7.5826 3.935 8.4151 0.0003 0.0046 -0.0268
O 8.7331 7.0406 8.7512 0.0024 -0.005 -0.0335
O 2.1749 9.4469 9.0293 -0.0113 0.0049 -0.0364
O 8.8861 1.657 8.9085 0.0026 -0.0055 -0.0241
O 7.6178 9.4658 8.6926 -0.0049 0.0084 -0.0304
O 3.598 1.8111 8.5755 0.0019 -0.0052 -0.0195
O 3.5805 7.2118 8.927 -0.0001 -0.0025 -0.0249
O 2.0628 4.0052 8.7995 -0.0059 0.0038 -0.0291
O 8.0584 3.6376 23.4357 0.0215 -0.0437 0.0591
O 0.4215 4.9648 22.9263 0.0233 -0.0444 -0.0327
O 1.8103 2.7838 23.3582 -0.0034 -0.0667 0.0961
O 5.73 4.9276 23.0648 -0.0013 0.0068 0.0541
O 5.4802 10.1124 23.4194 -0.0254 0.0538 0.0133
O 2.3917 8.6204 22.9912 -0.0541 0.0396 -0.0014
O -0.1925 9.3593 22.7489 0.011 0.1803 0.2192
O 7.7 8.5828 23.1075 0.0115 -0.0087 0.0285
Si 8.66 7.6582 18.3957 -0.0062 -0.0043 0.0134
Si 8.7898 6.3508 13.6103 -0.004 -0.0011 0.0207
Si 3.8018 1.4994 14.6946 0.0037 -0.0064 0.017
Si 2.16 5.6556 17.5564 0.0138 -0.0143 -0.0004
Si 2.3963 3.0944 19.5147 0.0113 0.0142 -0.0209
Si 9.821 9.0268 12.0708 0.0022 -0.0035 0.0375
Si 1.2205 9.1312 21.9542 -0.0969 -0.0768 -0.0803
Si 9.1848 0.9675 13.1896 0.0006 -0.0059 0.0241
Si 1.4042 5.0273 12.9843 0.0019 -0.0047 0.0221
Si 1.7954 8.223 12.8015 -0.002 -0.0009 0.034
Si 6.6235 9.5794 22.3978 -0.0357 -0.0584 -0.0237
Si 4.5632 4.5458 15.6566 -0.0037 -0.0074 0.0217
Si 8.1986 2.9973 9.5657 -0.003 0.0035 0.0432
Si 0.879 8.1571 19.1147 -0.0163 -0.0394 0.0332
Si 6.9576 1.3562 21.0781 -0.0329 0.0172 -0.0273
Si 8.2285 8.3068 9.6605 -0.0016 -0.0013 0.0488
Si 10.863 5.1341 15.5527 -0.0005 0.0028 0.0289
Si 7.5704 9.4784 16.2912 -0.0033 -0.0092 0.0128
Si 9.9173 2.0652 20.2873 -0.0282 0.0315 -0.0641
Si 3.2131 8.496 9.9019 0.0071 -0.004 0.0451
Si 6.691 3.3147 17.3901 0.0012 0.001 0.0017
Si 1.0947 0.1409 19.8115 0.0229 -0.0371 0.0195
Si 3.232 2.7946 12.2797 -0.0018 -0.0072 0.0342
Si 7.1929 5.3791 19.6575 0.0006 0.017 -0.0112
Si 5.7507 8.6533 11.5236 0.0016 0.0052 0.04
Si 5.7939 6.0575 13.1692 0.0014 -0.0045 0.0328
Si 4.6429 9.6979 17.5998 0.0049 -0.0083 0.0148
Si 0.9941 3.6 22.1976 -0.0192 0.0421 -0.0741
Si 4.8838 1.4737 18.7873 -0.0077 -0.0013 -0.0118
Si 3.1911 3.0717 9.5005 0.0099 0.0025 0.0418
Si 6.4676 10.7992 13.7628 0.0001 -0.0031 0.0269
Si 10.3564 0.0955 15.9609 -0.0019 -0.0037 0.0177
Si 5.6608 3.6408 11.1358 0.0018 0.008 0.0368
Si 9.8459 3.8941 11.8715 0.0029 0.0001 0.0352
Si 2.3494 9.8986 15.5226 0.0042 0.0049 0.0159
Si 6.0888 8.1164 19.7766 -0.0029 -0.0107 0.0185
Si 6.8795 3.9994 22.3737 0.0475 -0.01 -0.033
Si 9.752 2.7374 17.3633 -0.0041 0.0009 0.0061
O 7.1994 6.3663 13.9463 -0.0015 -0.0022 -0.0139
O 1.9455 7.0281 18.4954 -0.0014 0.0014 -0.0117
O 10.2417 3.9775 16.4698 -0.0016 -0.0058 -0.0075
O 6.1724 9.9598 17.0226 -0.0043 0.0009 -0.0082
O 10.1507 0.7174 14.4708 -0.0022 0.0006 -0.0155
O 8.4319 6.0822 18.8301 -0.0003 -0.0007 -0.0093
O 5.175 0.6454 14.3979 0.0023 -0.0043 -0.0106
O 5.6817 2.0475 17.4952 -0.0074 -0.005 0.0005
O 8.3279 1.9983 20.5289 0.0348 -0.0097 0.0081
O 1.9838 4.251 18.4141 -0.01 -0.0107 -0.0005
O 6.9584 2.7759 10.6265 0.0039 -0.0032 -0.0218
O 4.8687 2.7007 12.2073 0.0044 -0.003 -0.0213
O 6.0713 4.3442 16.2834 0.0007 -0.0086 -0.0066
O 4.5606 3.9038 9.922 -0.0067 -0.0015 -0.0254
O 10.6756 2.7731 21.5533 0.0309 -0.0387 0.0693
O 9.7159 6.1364 14.9505 0.001 -0.0065 -0.0145
O 5.9958 6.4822 19.8115 0.0039 -0.0026 -0.0027
O 4.0819 0.1519 18.2698 0.001 -0.0018 -0.0034
O 9.281 10.5531 12.2724 0.0026 -0.0117 -0.0182
O 2.8428 4.333 12.6958 0.0038 -0.0069 -0.0143
O 1.7366 10.541 21.2333 -0.0282 0.0191 0.0226
O 3.9757 2.6985 19.3831 0.0028 -0.0077 0.0024
O 0.7347 10.0187 15.9333 -0.0003 -0.0061 -0.0092
O 1.2244 9.7675 18.797 -0.0079 0.0124 0.0051
O 1.7105 1.5974 19.3413 -0.0311 -0.0355 0.038
O 8.9498 10.3552 16.4758 0.0054 0.0025 -0.0114
O 4.8922 8.5777 18.7636 0.0002 -0.0039 -0.0068
O 9.5691 8.7538 10.4796 -0.0066 -0.0055 -0.0294
O 6.7102 4.0787 18.8252 -0.0028 -0.0092 0.0005
O 2.8426 1.6803 13.3723 0.0015 0.0007 -0.0251
O 5.8247 8.7639 21.2396 0.0006 0.0072 0.009
O 2.5394 2.4322 10.8561 0.0009 -0.0004 -0.0288
O 7.5706 4.8407 21.1524 -0.0121 -0.0097 0.0064
O 5.2107 7.4654 12.5359 0.0004 0.0055 -0.0183
O 0.4407 9.048 12.4835 -0.0014 -0.0032 -0.0171
O 7.5892 1.0484 13.5613 0.0054 -0.0025 -0.0146
O 7.1211 9.6138 14.7168 -0.0024 0.0016 -0.0169
O 8.9912 5.033 12.6636 0.0026 -0.0088 -0.0187
O 8.0696 8.0066 16.8775 -0.0011 -0.0062 -0.0058
O 6.226 2.5514 21.942 -0.0038 -0.0107 0.0051
O 2.4649 9.0339 14.0929 -0.0002 -0.0093 -0.021
O 0.428 4.4895 11.7908 -0.0052 -0.0033 -0.0164
O 0.9757 8.0231 20.7513 0.0301 -0.0043 0.0151
O 9.3749 3.816 10.3225 -0.0043 -0.0029 -0.0266
O 9.6641 2.3863 12.5166 0.0021 0.0074 -0.0173
O 7.6423 8.5332 19.3667 0.0087 -0.0034 -0.0079
O 2.5534 8.1341 11.3532 0.0057 0.001 -0.0295
O 4.003 3.0161 15.3209 -0.0013 -0.0109 -0.0135
O 0.7658 4.4172 14.3554 0.0021 -0.0028 -0.0181
O 10.0764 3.0018 18.9446 -0.0026 -0.021 0.0153
O 9.148 7.8033 12.939 0.004 0.0058 -0.0174
O 10.45 0.5315 20.0474 -0.0015 0.0006 0.0189
O 6.0416 5.0311 11.9014 -0.0034 -0.0119 -0.0228
O 8.146 2.6729 17.0498 0.0027 -0.0056 -0.0036
O 3.5638 5.3816 16.6919 -0.0009 0.0084 -0.0087
O 4.662 9.1207 10.3751 -0.006 -0.0015 -0.0205
O 1.5224 6.6452 13.1732 0.001 -0.0011 -0.0151
O 4.7737 5.4589 14.3067 0.0071 0.0057 -0.0235
O 2.0558 3.7973 20.9616 -0.0191 -0.01 0.0334
O 10.557 1.3701 16.9649 0.0032 -0.0017 -0.0088
O 0.9731 5.9491 16.4762 -0.0152 -0.0069 -0.0129
O 7.3558 10.9235 21.8503 0.0376 0.0296 0.0054
O 5.9303 0.9377 19.9025 0.0211 -0.0129 0.0191
O 6.0916 10.0124 12.3743 -0.0014 -0.01 -0.0259
O 2.8504 0.5217 15.5745 -0.0003 -0.0048 -0.01
O 7.0511 7.9909 10.757 0.005 -0.0031 -0.0274
O 10.2621 7.9404 18.5784 0.0024 -0.0059 -0.0153
O 3.4556 9.1843 16.5557 -0.0041 -0.0042 -0.0114

Results
free energy: -145947.315 eV
free energy less fixed offsets of As -4856.12, O -568.88, Si -635.61 eV per atom: 2.405 eV

The program warned: the cutoff lies below the one the program advises for these potential files; the forces do not sum to zero within the program's tolerance; the exchange-correlation potential is rough where the density is thin.
